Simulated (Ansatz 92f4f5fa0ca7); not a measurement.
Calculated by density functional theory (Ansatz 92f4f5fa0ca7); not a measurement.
Periodic cell of 184 atoms, Si120O64, from a study of silicon, its oxide and their interface. The atomic structure is a simulated model.
This geometry differs little from another in the collection (a relaxation step or a small displacement).

Settings
functional: r2SCAN
potential files: Ansatz PAW
basis: plane waves
wave-function cutoff: 800 eV
density cutoff ratio: 5
exchange-correlation grid ratio: 1
k mesh: 1 x 1 x 1, shifted by 0.5 0.5 0 of a step
self-consistency stop: 1e-10 eV per atom in the density residual
occupations: fixed
spin: none
net charge: 0

Cell vectors (angstrom)
a  10.887  0  0
b  0  10.887  0
c  0  0  26.9781

Atoms: element, x, y, z (angstrom)
Si  0.4105  -0.4654  0.0516
Si  3.0789  2.6581  0.1176
Si  -0.0653  5.5702  0.1401
Si  2.8728  8.4594  0.1736
Si  5.3392  0.4759  -0.0473
Si  8.1787  2.9558  0.2449
Si  5.7658  4.9462  -0.0253
Si  8.5501  7.8366  0.0681
Si  1.415  1.3718  1.2136
Si  4.2768  4.0138  1.549
Si  1.6137  6.7649  1.2954
Si  4.2868  9.7437  1.4161
Si  6.9262  1.392  1.4288
Si  9.6599  4.1297  1.5582
Si  6.8033  6.7507  1.2026
Si  9.6611  9.4295  1.4106
Si  0.1075  2.655  2.7354
Si  2.7885  0.104  2.725
Si  0.1501  8.0656  2.7329
Si  2.8555  5.4252  2.7502
Si  5.582  2.6643  2.8944
Si  8.2722  -0.0523  2.7063
Si  5.544  8.1772  2.6447
Si  8.1701  5.4878  2.7563
Si  1.4477  4.058  4.0786
Si  4.1215  1.3662  4.1722
Si  1.4366  9.5417  4.0475
Si  4.1645  6.8483  4.0642
Si  6.8815  4.1109  4.1667
Si  9.5875  1.334  4.0846
Si  6.8885  9.4899  4.0638
Si  9.5882  6.7982  4.0973
Si  0.0465  -0.0254  5.4413
Si  2.7643  2.7393  5.4967
Si  0.0336  5.4001  5.4329
Si  2.7676  8.18  5.4202
Si  5.4829  -0.0505  5.4445
Si  8.2268  2.7032  5.4636
Si  5.476  5.4749  5.4688
Si  8.2294  8.1633  5.4551
Si  1.3668  1.3688  6.8086
Si  4.0973  4.1186  6.8305
Si  1.3668  6.8256  6.7653
Si  4.1008  9.5086  6.813
Si  6.8124  1.3568  6.796
Si  9.5551  4.0692  6.8222
Si  6.8418  6.8216  6.8172
Si  9.5404  9.5403  6.8152
Si  -0.0169  2.7033  8.1832
Si  2.7112  -0.0108  8.1451
Si  -0.0271  8.1482  8.1577
Si  2.6997  5.4745  8.1451
Si  5.4423  2.7245  8.1662
Si  8.1505  0.0002  8.1669
Si  5.4568  8.1647  8.1722
Si  8.1595  5.4223  8.1691
Si  1.3098  4.1267  9.4884
Si  4.0633  1.3471  9.5006
Si  1.2851  9.5625  9.493
Si  4.0782  6.8036  9.5021
Si  6.775  4.095  9.5496
Si  9.4506  1.3841  9.5409
Si  6.7801  9.5446  9.5407
Si  9.4822  6.7923  9.5374
Si  -0.1102  0.0178  10.8915
Si  2.6711  2.7455  10.7702
Si  -0.091  5.4064  10.9093
Si  2.6707  8.1839  10.7585
Si  5.4197  0.0201  10.9129
Si  8.0786  2.7193  10.9403
Si  5.404  5.4527  10.9195
Si  8.0889  8.1394  10.896
Si  1.2413  1.4985  12.1232
Si  4.0151  4.022  12.1782
Si  1.3332  6.8306  12.1008
Si  3.9734  9.5232  12.1413
Si  6.703  1.4058  12.3633
Si  9.3955  4.0666  12.3363
Si  6.7207  6.8328  12.3331
Si  9.3833  9.5293  12.255
Si  -0.0939  2.698  13.683
Si  2.6197  0.1211  13.3341
Si  -0.0174  8.1607  13.4572
Si  2.6241  5.3969  13.4159
Si  5.2368  2.7372  13.7391
Si  7.9974  -0.0431  13.7218
Si  5.2145  8.1822  13.6196
Si  8.0206  5.4172  13.7517
Si  1.0916  4.3871  14.8616
Si  3.9066  1.1782  14.9816
Si  1.1742  9.7977  14.6166
Si  4.0725  6.4897  14.8528
Si  6.3317  4.2992  15.1184
Si  9.7351  0.9664  14.951
Si  6.1778  9.849  14.951
Si  9.7624  6.6242  14.7921
Si  3.7402  7.5722  24.4529
Si  -8.621  29.3291  20.995
Si  2.1653  26.5429  22.3429
Si  -3.9249  30.7248  17.869
Si  16.5321  5.4294  19.8627
Si  14.3742  4.7172  24.8704
Si  9.1751  21.1314  19.3993
Si  8.8071  17.6113  17.4905
Si  -32.4678  29.5567  18.8407
Si  -7.5979  3.2867  20.0791
Si  7.6554  36.7072  17.8091
Si  -2.0164  -24.8548  24.0431
Si  -4.0195  -11.6343  21.5525
Si  -2.0307  -8.5467  24.3761
Si  -11.4071  -0.3068  24.0487
Si  2.0504  -8.2258  17.1754
Si  17.1154  7.2874  22.3799
Si  -11.926  -9.0232  17.8485
Si  -11.3223  26.7867  24.1523
Si  -8.7363  20.6405  22.7839
Si  4.4812  8.1107  19.0992
Si  4.4161  0.8336  21.7516
Si  24.1914  29.9586  16.8278
Si  28.085  11.7192  23.9922
O  -0.5323  -12.6532  -7.5602
O  -6.4071  4.3592  -6.8702
O  9.261  -14.3176  -10.8555
O  -20.305  8.7395  -5.2455
O  1.2998  7.1167  -7.1825
O  2.9026  19.6842  -3.138
O  -7.0609  1.9513  -6.1972
O  -3.3573  18.3489  -8.859
O  19.097  8.1829  -1.4938
O  6.0896  -15.7116  -5.6712
O  -5.8386  18.177  -3.4588
O  7.0616  14.8871  -0.3689
O  0.5298  2.2052  -9.4148
O  9.947  17.5572  -8.3595
O  -1.2458  9.1839  -3.3965
O  -7.9074  1.6267  16.2914
O  -11.9168  0.7754  19.0514
O  -3.8356  -0.3241  23.114
O  14.5862  8.1504  20.5146
O  -5.9116  -5.9036  25.4948
O  4.1452  12.4227  26.5458
O  2.7119  14.5461  25.8323
O  -1.6784  12.2845  16.4321
O  -1.163  6.7323  26.8585
O  -12.4108  25.5881  23.9055
O  37.6241  1.3043  23.2151
O  13.1462  20.2637  15.7671
O  -13.3099  5.2288  17.0791
O  -16.057  9.1336  18.8777
O  -4.8812  21.9509  25.4534
O  13.9725  6.9122  16.0949
O  6.8388  -6.2518  19.085
O  7.6669  -3.6024  23.104
O  -2.597  10.2515  20.7689
O  11.8181  18.8767  17.4192
O  0.1752  37.5407  25.6537
O  5.0213  6.5946  18.9139
O  0.0191  10.7512  15.2791
O  -4.3202  9.0933  16.3307
O  24.5823  -7.8921  18.5644
O  13.4564  17.1719  21.9259
O  16.1296  5.4963  15.4588
O  3.3291  4.1754  23.3378
O  22.7485  21.52  23.4289
O  3.4099  -2.2905  18.0074
O  1.64  9.4077  26.5946
O  21.3646  10.6475  25.6525
O  -8.8028  14.7587  20.9977
O  -7.6669  10.6822  22.0365
O  -4.1838  3.5596  16.5655
O  -9.0093  3.9711  16.2377
O  10.876  5.5206  15.2961
O  5.0811  10.9904  15.4187
O  8.7896  13.8972  18.3276
O  -1.8803  24.0357  25.9915
O  20.527  1.1002  23.6597
O  -1.0062  -4.3593  24.006
O  5.7026  11.1045  20.9642
O  -13.6394  -0.8906  18.1878
O  6.2593  19.5335  21.5112
O  14.8741  18.9339  25.9923
O  -3.6092  -8.7556  24.0596
O  22.5027  -6.1183  23.0645
O  2.8517  27.9934  24.7144

Results
free energy: -113256.870 eV
free energy less fixed offsets of O -570.45, Si -639.56 eV per atom: -0.870 eV

Forces (eV/angstrom), in the order of the atoms: element, x, y, z
Si  -0.0014  0.0001  -0.004
Si  0.0005  0.0008  -0.0008
Si  -0.0001  -0.0013  -0.0035
Si  -0.0002  -0.0005  -0.0038
Si  0.0006  0.0011  -0.0034
Si  0.0006  0.0002  -0.0034
Si  -0.0017  -0.0008  -0.0023
Si  0.0008  0.0006  -0.0033
Si  -0.0003  0.0003  -0.0001
Si  0.0008  0.0008  -0.0011
Si  -0.0002  -0.0002  -0.0004
Si  0.0009  0.0007  0.0011
Si  0  0.0005  0.0006
Si  -0.0007  -0.001  -0.0008
Si  0.0002  -0.0001  -0.0009
Si  -0.0003  0.0006  0.0006
Si  0.0004  -0.0001  0.0006
Si  -0.0003  0.0002  -0.0001
Si  -0.0003  0.0001  -0.0004
Si  -0.0006  0.0001  0
Si  -0.0003  -0.0006  -0.0002
Si  0.0002  -0.0001  0.0003
Si  0.0007  0  0.0006
Si  -0.0008  0.0002  -0.001
Si  0.0002  0  -0.0001
Si  -0.0008  -0.0001  -0.0003
Si  0  0.0004  0.0003
Si  0.0003  0.0002  0
Si  0.0008  0.0002  0.0001
Si  0  0  -0.0002
Si  0.0004  0.0001  -0.0001
Si  -0.0003  -0.0001  -0.0003
Si  -0.0002  0.0003  0.0004
Si  -0.0004  0  -0.0004
Si  -0.0003  -0.0001  0.0005
Si  0.0002  0.0001  0.0002
Si  -0.0003  -0.0002  0.0003
Si  0.0002  0.0004  -0.0003
Si  -0.0001  -0.0003  -0.0004
Si  -0.0002  0.0004  -0.0001
Si  0.0001  0.0002  -0.0001
Si  0.0005  0.0003  0.0001
Si  0.0002  -0.0001  -0.0003
Si  0.0001  0.0004  0
Si  0.0003  0.0002  -0.0005
Si  -0.0003  0.0001  0.0001
Si  -0.0005  0.0001  0
Si  0  0.0003  -0.0001
Si  0.0002  0.0003  0.0003
Si  -0.0002  0.0003  0.0001
Si  0  0  0.0004
Si  -0.0002  0.0001  0.0001
Si  0.0002  0  0.0004
Si  -0.0002  0.0003  0.0002
Si  0.0005  0.0003  0.0002
Si  0.0004  0.0002  0.0005
Si  0  -0.0001  0.0003
Si  0.0004  0.0002  0.0003
Si  0  0  0.0002
Si  0  0.0001  0.0004
Si  -0.0003  0.0002  0.0003
Si  -0.0001  0  0.0002
Si  0.0001  0.0004  0
Si  -0.0004  0.0003  0.0002
Si  0.0002  0  0.0001
Si  0  0.0004  -0.0006
Si  0.0002  0.0003  0.0001
Si  -0.0002  0.0005  -0.0006
Si  -0.0001  0.0002  0
Si  0.0001  0.0005  0.0001
Si  0.0005  0.0005  0
Si  0.0003  0.0002  0.0002
Si  -0.0007  0.0008  0.0011
Si  0.0006  -0.0005  0
Si  -0.0006  -0.0002  0.0006
Si  0.0008  -0.0004  0.0004
Si  0  0.0002  0.0002
Si  -0.0004  0.0005  0.0005
Si  0.0002  -0.0003  0
Si  -0.0004  0.0005  -0.0001
Si  0.0005  0.0005  0
Si  -0.0002  0.0011  0.001
Si  0.0004  0.0003  0.0001
Si  -0.0005  0.0001  0.0007
Si  -0.0006  -0.0003  -0.0005
Si  -0.0002  -0.0001  0.0006
Si  -0.0001  0  0.0005
Si  0.0002  -0.0001  -0.0004
Si  0.0004  0.0006  0.0021
Si  -0.0016  -0.0006  0.0016
Si  0.0001  -0.0004  0.0014
Si  0.0002  -0.0004  0.0021
Si  -0.0003  0.0007  0.0026
Si  -0.0008  -0.0002  0.0023
Si  0.0005  -0.0004  0.0037
Si  0.0002  -0.0004  0.0018
Si  -0.0009  0.0003  -0.0011
Si  -0.0018  0  -0.0008
Si  -0.0012  0.002  -0.0004
Si  0.0007  -0.0006  0.0002
Si  0  -0.0003  -0.0008
Si  0  0.0002  -0.0012
Si  -0.002  0.0012  -0.001
Si  -0.0006  -0.0001  0.0031
Si  -0.0006  0.0006  0.0004
Si  0.0012  -0.0006  0.0009
Si  0.0017  -0.0002  0.0003
Si  -0.0002  0  -0.0015
Si  0.0009  0.0002  -0.0008
Si  0.0012  -0.001  0.0026
Si  0.0002  0.0005  -0.0055
Si  -0.0007  0.0002  0.0021
Si  0.0004  0.0003  -0.0006
Si  0.0003  0.0007  0.0013
Si  -0.0005  0.0011  -0.0003
Si  -0.0007  0.0011  -0.0013
Si  0.0006  0  0.0002
Si  -0.0004  0.0005  -0.001
Si  0.0007  0.0003  0.0026
Si  0.0006  0  0
O  -0.0023  0.0005  -0.0032
O  -0.0013  0  -0.0008
O  0.0004  -0.0004  -0.0001
O  0.0003  -0.0004  0.001
O  -0.0009  0.0012  -0.0014
O  0.0014  -0.0011  0.0002
O  0.001  0.002  -0.0003
O  0.0033  0.0032  -0.0021
O  -0.0003  -0.0003  0.0031
O  0.0003  0.0006  -0.0003
O  -0.0011  0.0001  0.0007
O  0.0006  -0.0007  0.0008
O  0.0001  0.0003  -0.0009
O  -0.0014  -0.0004  -0.002
O  -0.0002  -0.0001  0.0017
O  0.0012  -0.0005  -0.0011
O  -0.0008  0.0003  -0.0003
O  -0.0009  0.0007  0.0005
O  -0.0006  -0.0008  -0.0002
O  0.0004  0.0003  0.0011
O  -0.0001  0.0003  0.0018
O  -0.0004  -0.0002  0.0008
O  0.0004  0.0005  -0.0016
O  -0.0003  0.0007  0.0004
O  -0.0011  -0.0002  0.0014
O  0.0004  -0.0007  0.0009
O  -0.0005  0.0012  -0.0018
O  -0.0037  0.004  0.0013
O  0.0002  0.0007  -0.0008
O  -0.0007  0.0001  0.0016
O  -0.0001  0.0008  -0.0007
O  -0.0014  0  -0.0003
O  -0.0003  0.0001  0.0003
O  -0.0006  0.0004  -0.0012
O  0.0009  0  0
O  -0.0007  0.0003  0.0019
O  0.0005  0.0012  0.0007
O  0.0003  -0.0004  -0.0007
O  -0.0007  0.0008  -0.0003
O  -0.0004  0.0002  -0.0008
O  -0.0022  -0.0013  0.0003
O  0  0  -0.0002
O  -0.0003  0.0001  0
O  -0.0011  0.0003  0.0005
O  -0.0029  -0.0007  -0.0018
O  -0.0012  0.0007  0
O  0.0016  -0.002  0.0018
O  0  -0.0001  -0.0001
O  -0.0005  0.0007  0.0003
O  0.0005  0.0003  -0.0008
O  -0.0002  0.001  -0.0013
O  -0.0003  -0.0001  -0.0008
O  0  0.0003  -0.0004
O  -0.0005  0.0007  -0.0017
O  -0.0023  0.0022  0.0028
O  -0.0006  0.0001  0.0012
O  0.0002  -0.0003  0.0008
O  -0.0001  0.0002  0
O  -0.0026  -0.0032  -0.0003
O  -0.0001  0.0002  -0.0001
O  -0.0014  0.0016  0.0007
O  -0.0016  -0.0017  0.0012
O  0.0011  -0.0008  -0.0001
O  0.001  0.0012  0.0003

The program warned: the cutoff lies below the one the program advises for these potential files; the forces do not sum to zero within the program's tolerance; empty levels may hold ghost states of the PAW files; the exchange-correlation potential is rough where the density is thin.
